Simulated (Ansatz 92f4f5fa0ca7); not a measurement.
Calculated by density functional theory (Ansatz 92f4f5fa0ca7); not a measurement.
Periodic cell of 264 atoms, Si152O112, from a study of silicon, its oxide and their interface. The atomic structure is a simulated model.

Settings
functional: r2SCAN
potential files: Ansatz norm-conserving
basis: plane waves
wave-function cutoff: 1300 eV
density cutoff ratio: 4
exchange-correlation grid ratio: 1
k mesh: 2 x 2 x 1, shifted by 0.5 0.5 0.5 of a step
self-consistency stop: 5e-08 eV per atom in the density residual
occupations: Fermi-Dirac, 0.05 eV
spin: none
net charge: 0

Cell vectors (angstrom)
a  10.888  0  0
b  0  10.888  0
c  0  0  37.8908

Atoms and the computed forces on them: element, x, y, z (angstrom), force x, y, z (eV/angstrom)
Si  0.2154  -0.2174  0.1008  0.0389  -0.0225  0.1117
Si  3.0835  2.4411  -0.0694  0.0248  -0.0476  0.1149
Si  -0.2963  5.8277  0.0103  -0.0538  -0.0228  0.1342
Si  2.3472  8.375  -0.0337  0.017  0.0513  0.1056
Si  5.3194  0.2133  -0.0167  -0.0341  0.0234  0.0923
Si  7.7467  3.095  0.0305  -0.0053  0.02  0.1468
Si  5.535  5.2357  0.392  0.039  -0.0286  0.0488
Si  8.2896  7.9598  0.1173  0.0347  -0.0223  0.0902
Si  1.4332  1.3751  1.2877  0.0042  -0.0134  0.003
Si  4.0281  3.94  1.5191  -0.0027  -0.0053  0.0175
Si  1.2915  6.8462  1.3939  0.0165  -0.0024  0.0066
Si  4.0745  9.49  1.2028  -0.0018  0.0127  0.0281
Si  6.7862  1.4034  1.3707  -0.0047  -0.0085  -0.0205
Si  9.4975  4.1249  1.2469  -0.0017  0.0066  -0.0123
Si  6.7981  6.8212  1.5042  0.0025  0.0061  0.0184
Si  9.5049  9.5262  1.3892  0.0087  -0.0011  -0.0054
Si  0.0003  2.7429  2.6003  0.0001  0.0015  -0.0017
Si  2.7645  -0.021  2.6696  -0.0012  0.006  0.0246
Si  -0.0415  8.1774  2.7916  -0.0009  -0.0102  0.0189
Si  2.6592  5.4312  2.7089  0.0048  0.0093  0
Si  5.4353  2.6479  2.8477  0.0112  0.0062  0.0119
Si  8.1606  0.0353  2.6998  -0.0142  0.0018  0.0064
Si  5.3853  8.2101  2.7135  -0.0005  -0.0024  -0.0082
Si  8.1959  5.4258  2.7714  0.0018  -0.0046  0.0227
Si  1.308  4.0787  4.0593  0.0079  -0.0024  -0.0108
Si  4.0717  1.287  4.1403  0.0036  0.0062  -0.0024
Si  1.3742  9.5447  4.0702  -0.0066  -0.0002  0.0023
Si  4.049  6.802  4.0568  -0.0048  -0.0043  -0.0008
Si  6.8126  4.0715  4.1188  0  -0.0167  0.0022
Si  9.5494  1.388  4.0291  -0.0084  0.0065  0.0036
Si  6.7786  9.5621  4.0625  0.0019  0.0023  -0.0052
Si  9.5217  6.794  4.1424  -0.0025  0.0148  0.0022
Si  0.0057  0.0224  5.4167  -0.0034  0.0031  0.0115
Si  2.7  2.718  5.4179  -0.0013  0.0038  0.0089
Si  -0.0024  5.4284  5.472  0.0025  -0.006  0.0077
Si  2.7073  8.1592  5.4388  0.0055  0.0132  -0.0018
Si  5.4513  -0.0212  5.4936  -0.0133  0.0003  0.0083
Si  8.1885  2.7106  5.4455  0.0025  -0.0029  0.0014
Si  5.429  5.4548  5.4315  0.0061  0.0027  0.0122
Si  8.1384  8.1867  5.435  -0.0092  0.0021  0.01
Si  1.3559  1.3702  6.7954  0.0121  0.0034  -0.0179
Si  4.0721  4.0797  6.7925  -0.0079  -0.0146  -0.0017
Si  1.3653  6.7936  6.8166  -0.0173  0.0003  -0.0041
Si  4.0774  9.5009  6.8126  0.0135  0.0025  -0.0082
Si  6.8242  1.3591  6.8207  0.0002  -0.003  -0.0013
Si  9.5253  4.073  6.8194  -0.0094  0.0014  -0.0089
Si  6.7868  6.8195  6.7952  -0.0024  0.0008  -0.0014
Si  9.5253  9.5435  6.7908  0.0184  0.0065  0.003
Si  0.0097  2.721  8.1649  0.0061  -0.0048  -0.0054
Si  2.7224  0.0024  8.1458  -0.0152  0.0007  -0.0081
Si  -0.0068  8.1614  8.1595  0.0034  -0.0095  0.0005
Si  2.7311  5.4407  8.1831  0.0112  0.0077  -0.006
Si  5.4524  2.7296  8.1655  0.0113  0.0076  -0.0019
Si  8.1783  0.0039  8.1899  -0.0168  0.0095  0.0008
Si  5.4374  8.1626  8.1732  -0.0263  0.0134  0.0071
Si  8.1584  5.4545  8.1461  0.0178  -0.0035  0.0027
Si  1.3523  4.0807  9.5324  0.0084  -0.0095  -0.0046
Si  4.0898  1.3491  9.5148  0.0029  0.0019  0
Si  1.3819  9.516  9.5045  0.0185  0.0036  -0.0067
Si  4.0993  6.8078  9.5423  0.0165  -0.0155  0.0119
Si  6.8163  4.1077  9.5241  -0.0345  -0.0069  0.006
Si  9.5557  1.3746  9.536  0.0027  0.0021  0.003
Si  6.7945  9.521  9.5318  0.0118  -0.0073  0.0014
Si  9.5091  6.801  9.5283  -0.0029  0.0109  -0.0047
Si  0.0137  -0.0374  10.8591  0.0009  0.0061  -0.0103
Si  2.7307  2.7155  10.8653  0.0086  0.0134  0.0026
Si  -0.0087  5.4458  10.8947  -0.0132  0.0055  0.0008
Si  2.7509  8.1821  10.8977  -0.0126  0.0216  -0.0085
Si  5.4416  -0.0065  10.902  0.0088  -0.022  -0.0075
Si  8.212  2.7765  10.8777  0.0198  -0.0128  0.0145
Si  5.4791  5.4755  10.9073  -0.0161  0.0296  0.0064
Si  8.1277  8.1423  10.898  -0.0069  0.0171  -0.0266
Si  1.3962  1.303  12.1952  -0.0156  -0.0159  0.0051
Si  4.0833  4.1165  12.1958  0.027  -0.0349  0.0038
Si  1.3504  6.8349  12.2152  0.0261  0.0204  -0.0008
Si  4.1329  9.4893  12.3203  0.0227  -0.0091  -0.011
Si  6.8494  1.3904  12.1693  -0.0255  0.0166  0.0006
Si  9.5263  4.1357  12.3248  -0.0152  0.0403  0.0076
Si  6.8093  6.8166  12.3581  -0.0132  -0.0204  0.0162
Si  9.5039  9.5059  12.1983  -0.0319  -0.0325  -0.0181
Si  0.0324  2.6566  13.5189  0.0096  0.0102  -0.0077
Si  2.7451  -0.0233  13.6136  0.0217  -0.0005  0.0034
Si  -0.0607  8.1442  13.5698  0.0068  -0.0173  -0.0017
Si  2.7475  5.5118  13.5507  -0.0449  -0.0068  0.0471
Si  5.5294  2.8016  13.4813  -0.0085  0.0026  0.0048
Si  8.162  -0.0027  13.532  0.0105  0.0086  0.0021
Si  5.4772  8.1569  13.8072  -0.0058  0.0352  -0.0379
Si  8.1883  5.5257  13.7901  0.0422  -0.02  0.0041
Si  1.505  3.9548  14.7644  -0.0092  0.0113  -0.0403
Si  4.2668  1.3539  14.7676  0.0071  0.0096  -0.0089
Si  1.2712  9.5151  14.8852  0.006  0.0384  -0.017
Si  4.029  6.7632  15.1175  -0.0017  0.0291  -0.0051
Si  6.7782  4.1019  15.0316  -0.0134  -0.0293  -0.0236
Si  9.5299  1.3337  14.8831  0.0163  -0.0474  0.0297
Si  6.9355  9.5846  15.0842  0.0362  -0.0562  0.0808
Si  9.5049  6.9863  15.1897  -0.0354  0.047  0.0251
Si  -0.3269  -0.2937  16.2195  -0.0055  -0.047  -0.0583
Si  3.1056  2.8647  16.0217  0.0198  -0.012  -0.0597
Si  0.0047  5.8422  16.702  -0.037  0.0788  -0.1
Si  2.2906  7.9267  16.2525  -0.0211  -0.0292  -0.0993
Si  5.7353  0.3253  16.2297  0.0148  0.0271  -0.119
Si  7.9673  2.4677  16.2186  -0.0244  0.0035  -0.0619
Si  5.1664  5.1302  16.4434  0.0068  -0.0122  -0.1114
Si  8.7964  8.9181  16.4303  0.0475  0.0232  -0.152
Si  6.3462  0.436  20.4681  0.0169  -0.0177  -0.1728
Si  7.9681  30.4937  19.5465  0.0128  -0.0144  -0.2199
Si  -6.416  17.7456  21.6623  0.0301  0.0112  -0.1807
Si  -3.1188  7.9348  29.2855  0.0149  -0.0191  0.1421
Si  -1.0468  11.3578  35.2506  -0.0344  0.0123  0.194
Si  -2.6382  13.7352  20.991  0.0305  -0.0066  -0.2144
Si  -11.6975  19.7861  21.9928  -0.0533  0.0147  -0.1941
Si  -21.2736  -6.6108  27.7629  0.019  0.0225  0.0471
Si  -16.1137  9.5564  22.9191  -0.0063  0.0227  -0.1614
Si  -5.1926  -3.9688  18.923  0.0409  -0.0372  -0.2174
Si  -8.357  14.6658  34.9356  0.0054  0.0266  0.2242
Si  3.4346  11.2957  20.1912  -0.021  -0.0376  -0.2019
Si  -2.4505  5.291  27.8952  -0.0233  0.0298  0.0355
Si  -15.6589  1.4782  26.2059  -0.0084  -0.0027  -0.036
Si  -21.7552  12.0377  27.5822  -0.0153  -0.0167  0.0594
Si  -6.7497  20.2688  18.1797  0.0168  0.0347  -0.1819
Si  2.8136  -2.4535  32.3192  0.0154  -0.0159  0.1691
Si  -17.3835  13.8518  24.3914  0.0051  0.0029  -0.1293
Si  -20.1635  9.3558  26.942  0.0293  -0.0201  0.0087
Si  1.2172  12.4081  18.204  -0.0298  -0.0264  -0.1508
Si  -18.6876  20.8159  24.5233  0.019  0.011  -0.1165
Si  -15.3366  15.5048  22.824  0.0103  -0.0016  -0.1844
Si  -20.0321  7.5007  22.9571  -0.0119  0.0173  -0.1552
Si  4.3657  5.4215  26.2186  0.0311  -0.0011  -0.0191
Si  -11.4988  12.0101  22.7345  -0.0084  0.0005  -0.1637
Si  0.8199  6.324  32.3722  -0.0007  0.0268  0.146
Si  -25.3684  5.9982  25.2701  0.0014  0.0168  -0.1069
Si  -20.2293  6.553  25.8127  -0.0017  0.0023  -0.0896
Si  -1.0292  14.5967  18.5095  -0.0103  0.0199  -0.1951
Si  -13.472  41.391  24.4821  0.0174  0.0014  -0.1316
Si  11.9019  1.0281  30.3863  -0.0125  -0.0408  0.1559
Si  -3.6845  -4.2924  31.855  -0.0345  -0.0419  0.1844
Si  -0.0427  15.9213  34.9591  -0.01  -0.0102  0.1988
Si  7.1391  9.72  35.6844  -0.0312  0.0144  0.1707
Si  0.3289  10.317  32.8574  -0.0232  -0.0219  0.1735
Si  -16.0326  23.6623  30.5611  0.0133  0.0419  0.1645
Si  -2.2908  13.9473  34.9657  -0.0085  -0.0306  0.2101
Si  -15.9083  32.1438  28.6633  0.0011  -0.0029  0.0925
Si  9.5746  -2.6449  31.561  0.0131  -0.0101  0.1488
Si  5.908  14.7164  28.2047  -0.0189  -0.0243  0.0802
Si  -7.9369  9.6475  29.5488  0.0149  -0.0402  0.1519
Si  -16.3893  8.0634  33.8293  0.0205  0.0066  0.1912
Si  6.8642  14.5824  32.4853  0.0274  0.0198  0.1651
Si  -2.0008  11.4947  25.482  0.0459  -0.0058  -0.1009
Si  3.985  14.1628  32.2818  0.0162  0.0251  0.1784
Si  1.7247  15.0011  30.5238  0.0401  0.0272  0.1641
Si  -18.0005  28.2584  35.932  -0.0052  0.0214  0.1727
Si  2.3533  23.1206  22.9331  -0.0171  -0.041  -0.157
O  -1.5582  4.4936  -2.862  0.0187  0.0222  -0.0764
O  4.5907  6.6288  -17.8325  -0.0437  -0.0116  0.1626
O  8.4439  10.5536  -2.6313  0.0213  0.0102  -0.0662
O  4.1916  1.3077  -0.4622  -0.0018  0.0039  -0.0574
O  -6.35  5.8735  -0.698  -0.0426  0.0264  -0.0786
O  -18.652  8.6075  -7.1351  0.0064  0.0475  -0.1237
O  0.6239  13.563  -10.4966  0.0011  -0.0046  -0.0138
O  1.2689  9.5381  -0.4628  -0.0082  -0.0134  -0.0772
O  6.0627  -0.2711  -1.387  0.0449  -0.0312  -0.1182
O  10.3846  0.5795  -1.1226  -0.0215  0.0244  -0.1466
O  6.9977  2.4964  -6.4923  -0.0305  -0.0437  -0.0989
O  0.3818  5.4972  -1.4355  0.0163  -0.0082  -0.1734
O  9.4105  6.8859  -0.3756  0.0063  0.0079  -0.0676
O  -4.7286  11.3514  -7.958  0.0029  -0.048  -0.0649
O  7.5736  8.5082  -1.2304  -0.0245  0.0046  -0.1029
O  -11.9006  9.5539  -5.479  -0.0011  -0.018  -0.0704
O  11.4036  -17.2698  15.9597  0.0374  -0.0137  0.0051
O  -16.0422  3.42  23.6322  -0.0361  -0.0177  0.0745
O  -21.7375  -14.3976  31.4326  -0.0173  0.0191  -0.0533
O  -7.9735  6.7877  22.0869  -0.0406  -0.0081  0.0619
O  1.2602  6.8536  16.9611  -0.0098  -0.003  0.03
O  -0.6231  5.2392  18.0897  -0.0213  -0.0734  0.0875
O  -18.6359  6.4792  26.2006  -0.002  0.0032  0.0169
O  4.7968  10.6626  17.4472  -0.0589  -0.0676  0.1339
O  0.2934  11.1871  17.6432  0.0344  0.0506  0.1232
O  -10.0872  4.9293  31.5708  0.013  -0.0514  -0.0805
O  1.3076  6.5164  24.1903  -0.0061  -0.022  0.0959
O  -6.1001  12.5575  25.2918  0.0243  -0.0153  0.0542
O  -1.6622  2.115  22.0371  0.0419  -0.0354  0.0938
O  -3.4099  27.1671  23.788  0.0083  0.0276  0.0806
O  -5.1852  16.9857  25.5903  -0.0184  -0.0029  0.026
O  8.5971  -2.1561  18.0522  -0.0297  0.0123  0.1727
O  -12.7711  19.494  30.0967  -0.0345  0.0031  -0.092
O  -11.9086  15.5095  28.2294  0.0119  -0.0076  -0.0206
O  -5.7816  19.1846  22.0653  0.0064  0.0265  0.0754
O  3.8675  15.056  25.3245  -0.0082  0.0128  0.0376
O  -15.7313  21.7006  21.9746  -0.0147  -0.0437  0.1277
O  11.4487  18.8979  21.9451  0.0452  -0.0257  0.0693
O  4.0732  25.7282  16.8045  -0.0587  0.0045  0.0448
O  13.118  2.0027  17.0669  -0.0047  -0.0308  0.0776
O  -2.091  3.1272  17.4411  0.0305  0.0205  0.1224
O  -15.8066  6.9969  32.7856  0.0412  -0.0298  -0.0927
O  -20.9751  -0.1133  26.8869  -0.0114  0.0094  -0.0137
O  2.8009  19.7742  17.4557  0.0315  0.036  0.0867
O  -19.4223  8.8069  23.6503  0.005  0.023  0.0552
O  3.0907  5.2966  35.0818  -0.0087  -0.044  -0.1001
O  -13.6787  -16.6917  26.3264  0.0198  -0.0124  0.0229
O  5.3086  5.657  22.3373  0.0164  -0.0419  0.0705
O  -20.1194  20.3249  32.7822  0.0173  -0.0118  -0.0388
O  0.4441  22.4383  31.841  0.0156  0.0553  -0.1122
O  -8.9557  9.0144  28.4794  -0.015  -0.0008  -0.0448
O  4.4702  23.6447  31.593  0.0177  -0.0181  -0.0665
O  5.7986  16.5826  17.8578  0.0081  0.0488  0.1135
O  -14.8992  7.0798  30.3453  0.0104  0.0386  -0.1098
O  -14.5233  -6.3275  28.7292  0.0106  -0.002  -0.0175
O  -8.711  1.0618  19.4189  0.0535  -0.0156  0.1117
O  -5.5731  14.9831  32.6743  -0.0291  -0.0304  -0.0615
O  -7.9124  -1.2804  26.0938  -0.0224  0.0001  0.0488
O  -4.0499  12.2971  16.8098  0.0466  -0.0101  0.0338
O  1.5169  15.5283  28.9993  -0.0232  0.0028  -0.0903
O  -26.3354  24.6555  26.971  0.0086  -0.01  -0.0077
O  -16.858  1.0451  19.9465  -0.0031  0.0086  0.0564
O  -2.9189  7.4463  25.3677  -0.003  -0.0264  0.0427
O  -30.3117  11.0584  30.0713  0.0038  0.0043  -0.0626
O  -7.8393  0.4782  21.7497  -0.019  0.0251  0.1402
O  -3.8934  -0.861  19.6998  -0.0225  0.0488  0.0766
O  -3.993  9.1184  28.6275  -0.0213  0.0192  -0.0438
O  -10.9343  11.7165  29.1741  -0.0221  0.0026  -0.069
O  -18.5208  2.6276  23.2976  0.0278  0.0205  0.0677
O  -27.7583  18.1157  35.0993  0.0336  0.0277  -0.0948
O  -7.2233  9.7625  19.6816  -0.0022  0.0338  0.1037
O  -8.5922  0.4147  24.2435  -0.0003  -0.0261  0.0533
O  -23.5347  8.6657  20.6823  0.0587  0.0113  0.1372
O  7.096  7.3357  19.6309  -0.0059  0.0164  0.0718
O  -1.4846  19.2709  23.3604  -0.0315  -0.0091  0.1035
O  -6.2703  20.8896  24.0525  -0.0295  0.0028  0.0538
O  -14.3882  -9.2366  20.3239  0.0136  0.0168  0.0628
O  -3.8917  20.0501  23.6824  0.0477  -0.0063  0.0615
O  -1.7666  14.5746  19.93  -0.0557  -0.0226  0.1483
O  -14.5107  14.8346  21.6273  -0.056  0.0494  0.099
O  -9.9443  7.9888  26.3386  -0.0051  -0.0004  0.0174
O  -5.6611  -2.6838  18.0594  0.0017  -0.017  0.105
O  -13.396  17.7684  28.2254  0.0133  -0.043  -0.049
O  -5.5746  13.8037  29.3861  -0.0003  0.0258  -0.0952
O  -1.0074  33.7288  24.2963  -0.0407  -0.0142  0.103
O  -8.5662  28.6857  32.5877  -0.0146  -0.0042  -0.0552
O  -10.0391  16.1446  26.5084  -0.0064  -0.016  0.0169
O  -8.1596  18.4846  36.4701  0.0079  -0.0254  -0.1153
O  -6.5222  31.6182  28.8308  0.0274  0.0102  -0.0429
O  2.6772  13.9385  36.3705  -0.0001  0.0263  -0.1793
O  -13.2845  18.2833  32.3876  0.0148  0.0278  -0.0567
O  -4.4224  30.9265  34.335  -0.0254  -0.036  -0.1193
O  -1.45  12.0256  26.907  0.0032  0.0052  0.0187
O  -4.9177  22.0533  27.2684  -0.0037  0.0095  -0.03
O  -2.071  9.8809  25.4782  -0.0045  0.0179  0.0398
O  1.333  2.5757  30.4921  -0.0097  0.0077  -0.0517
O  -7.6853  13.8983  33.6778  0.0396  -0.014  -0.1258
O  0.2716  2.7529  18.6297  -0.0154  -0.01  0.0773
O  -0.5796  10.5108  22.0911  0.0074  0.027  0.0573
O  0.105  17.064  33.825  0.0121  0.0413  -0.11
O  0.9618  14.7223  34.5739  -0.0057  -0.0078  -0.0728
O  -18.5694  15.0607  31.177  -0.0361  0.007  -0.0799
O  -12.1568  1.8972  34.5362  0.019  0.0026  -0.0778
O  0.1351  21.568  34.4049  0.0339  -0.0331  -0.1076
O  6.6286  15.1306  37.5862  -0.0142  0.0086  -0.0633
O  -14.3709  14.0696  33.909  -0.0598  0.0297  -0.1104
O  8.1043  13.4594  36.4275  0.0133  0.006  -0.1825
O  -3.4879  1.1994  25.2634  -0.0315  0.0096  0.0306
O  7.5894  15.919  31.9586  -0.0052  0.0295  -0.064
O  -6.111  15.7737  27.7014  -0.0003  0.0045  -0.011
O  -6.7576  8.8069  33.1609  -0.0583  0.0163  -0.0868
O  0.8559  23.5534  22.5378  -0.0012  -0.0014  0.0593

Results
free energy: -69900.451 eV
free energy less fixed offsets of O -463.61, Si -117.95 eV per atom: -47.731 eV
pressure: 0.10 GPa
stress xx, yy, zz, yz, xz, xy (GPa, positive in tension): -0.26, 0.03, -0.06, 0.07, 0.25, -0.17
